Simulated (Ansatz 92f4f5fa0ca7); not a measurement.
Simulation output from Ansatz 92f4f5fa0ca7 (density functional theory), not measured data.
Periodic cell of 228 atoms, Si140O88, from a study of silicon, its oxide and their interface. The atomic structure is a simulated model.
This geometry differs little from another in the collection (a relaxation step or a small displacement).

Settings: functional r2SCAN; potential files Ansatz PAW; basis plane waves; wave-function cutoff 800 eV; density cutoff ratio 5; exchange-correlation grid ratio 1; k mesh 1 x 1 x 1, shifted by 0.5 0.5 0 of a step; self-consistency stop 1e-10 eV per atom in the density residual; occupations fixed; spin none; net charge 0.

Cell vectors (angstrom)
a	10.888	0	0
b	0	10.888	0
c	0	0	32.9254

Atoms and the computed forces on them: element, x, y, z (angstrom), force x, y, z (eV/angstrom)
Si	-0.3645	0.1351	0.139	0	-0.0025	-0.0114
Si	2.3989	3.0415	-0.1463	0.0036	-0.0002	-0.0109
Si	0.0462	5.1477	0.0031	-0.001	-0.0021	-0.0114
Si	2.8926	8.0395	0.1253	-0.0025	0.003	-0.0121
Si	5.8141	-0.0577	0.2583	0.0005	0.0015	-0.0082
Si	8.3985	2.3757	0.2693	-0.001	-0.0024	-0.0115
Si	5.1181	5.826	0.0056	0.0014	-0.0034	-0.013
Si	7.814	8.4631	0.0494	0.0027	-0.001	-0.0125
Si	1.3364	1.377	1.2274	-0.0004	-0.0003	0.0019
Si	4.0235	4.1091	1.2289	0.0005	0.0015	0.0016
Si	1.2631	6.79	1.2811	0.0009	-0.0013	0.0024
Si	4.1094	9.6101	1.3724	0.0014	-0.0009	0.0012
Si	6.9248	1.3058	1.7289	0.0003	-0.0013	0.0036
Si	9.5185	4.0312	1.4587	0.0011	-0.001	0.0011
Si	6.7187	6.8672	1.366	-0.0012	0.0002	0.0025
Si	9.3995	9.5072	1.4763	-0.001	0.0005	0.0026
Si	0.0259	2.6677	2.7594	-0.0004	-0.0007	0.0016
Si	2.6933	0.062	2.6637	-0.0014	0.0001	0.0013
Si	-0.0452	8.1363	2.7052	0.0007	-0.0004	-0.0007
Si	2.6727	5.4425	2.6748	-0.0005	-0.0005	0.0016
Si	5.3862	2.7718	2.7026	0.0003	0.0017	-0.0005
Si	8.2122	-0.0785	3.0167	0.0009	-0.0002	0.0011
Si	5.4175	8.2179	2.783	-0.0002	-0.0009	-0.0004
Si	8.1133	5.4667	2.6881	-0.0008	-0.0004	-0.0002
Si	1.3642	4.0712	4.0866	0.0006	-0.0008	-0.0005
Si	4.0472	1.3901	4.0711	0.0002	-0.0011	-0.0009
Si	1.3448	9.5412	4.0242	0.0006	-0.0004	0.0007
Si	4.036	6.8126	4.0571	-0.0004	-0.0006	0.0008
Si	6.7617	4.1157	4.0652	0.0005	0	0.0002
Si	9.5949	1.3532	4.1972	0.0005	-0.0004	0.001
Si	6.7661	9.4794	4.2331	-0.0005	0	0.0013
Si	9.491	6.7873	4.082	0.0005	-0.0005	-0.0012
Si	0.0512	-0.0225	5.4944	-0.0002	0	0.0007
Si	2.7162	2.7283	5.4691	-0.0002	-0.0012	0.0005
Si	-0.0214	5.4256	5.4338	-0.0002	-0.0009	0.0002
Si	2.6976	8.182	5.4112	0.0005	-0.0004	0.0004
Si	5.3987	0.0223	5.4717	-0.0005	-0.0004	-0.0002
Si	8.1494	2.7413	5.4308	0	-0.0001	-0.0003
Si	5.4186	5.4726	5.4338	0.0001	0	-0.0004
Si	8.1649	8.1191	5.5123	-0.0004	0.0003	0.0005
Si	1.3854	1.3493	6.8475	0.0003	-0.001	0.0002
Si	4.09	4.0974	6.8001	0	-0.0004	0
Si	1.3536	6.8062	6.7706	0.0005	-0.0011	0.0002
Si	4.0557	9.5204	6.8126	0.0003	-0.0016	-0.0002
Si	6.8044	1.3709	6.7952	0.0003	-0.0012	0.0001
Si	9.5131	4.0713	6.813	0.0005	-0.0015	-0.0001
Si	6.7887	6.7738	6.8446	0.0002	0.0003	0.0001
Si	9.5441	9.5135	6.8173	-0.0001	-0.0008	-0.0006
Si	-0.0102	2.7054	8.1791	0.0006	-0.0011	-0.0001
Si	2.7338	-0.0134	8.1999	0.0002	-0.001	-0.0001
Si	0.0284	8.1638	8.1512	0.0002	-0.0008	0
Si	2.7156	5.4504	8.1464	0.0004	-0.0008	-0.0004
Si	5.4616	2.7392	8.1463	0.0006	-0.0007	0.0003
Si	8.1745	0.0006	8.1486	0.0006	-0.0008	0.0003
Si	5.4329	8.1618	8.1763	0.0002	-0.0013	-0.0002
Si	8.1623	5.4186	8.1868	0.0004	-0.0002	0.0002
Si	1.3685	4.08	9.512	0	-0.0014	-0.0005
Si	4.1122	1.379	9.4925	-0.0001	-0.0007	0.0003
Si	1.372	9.5039	9.5486	0.0006	-0.0007	0.0004
Si	4.0736	6.7881	9.5342	0.0008	-0.0007	0.0002
Si	6.817	4.0492	9.5492	0.0006	-0.0002	0.0004
Si	9.529	1.3305	9.546	0.0006	-0.0003	0.0006
Si	6.82	9.5306	9.5057	0.0004	-0.0013	-0.0002
Si	9.5621	6.8011	9.476	0	-0.0013	0.0008
Si	0.0158	-0.027	10.9119	0	-0.0006	0.0004
Si	2.741	2.7074	10.8588	0.0007	-0.0006	-0.0006
Si	0.0173	5.4633	10.8553	0.0006	0.0002	-0.0003
Si	2.7294	8.1462	10.9171	0.0001	-0.0008	0.0006
Si	5.4714	0.0385	10.8423	0.0003	0.0008	0.0003
Si	8.1801	2.691	10.9189	0.0003	-0.0004	0.0006
Si	5.4311	5.4025	10.884	0.0002	0.0004	-0.0011
Si	8.2213	8.1577	10.82	0.0006	-0.0006	0.0001
Si	1.4046	1.3504	12.2361	0.0007	-0.0013	-0.0007
Si	4.07	4.0357	12.2731	0.0003	-0.0004	0.0001
Si	1.3639	6.7698	12.2851	0.0001	0	0.0013
Si	4.1117	9.5812	12.1774	0	0.0009	0.0003
Si	6.8004	1.3391	12.2868	0.0003	-0.0006	0.0013
Si	9.5727	4.0946	12.2039	-0.0004	0	0.0015
Si	6.8723	6.7749	12.1246	0.0007	-0.0011	0.0011
Si	9.5521	9.4723	12.2589	-0.0001	0.0005	-0.0005
Si	0.0986	2.7928	13.5523	0.0007	-0.0002	0.0002
Si	2.7596	-0.0098	13.6196	-0.0004	-0.0002	-0.0025
Si	0.0036	8.112	13.6693	0.0008	0.0005	0.0009
Si	2.7238	5.3977	13.6474	0.0009	-0.0001	0.0009
Si	5.4056	2.673	13.6702	-0.0008	-0.0003	0.0016
Si	8.1989	-0.0387	13.5928	0	-0.0003	-0.0003
Si	5.5787	8.2313	13.3758	0	-0.0001	0.0004
Si	8.1633	5.4076	13.5401	0.0004	0.0003	-0.0013
Si	1.4304	4.0317	15.1376	0	0.0003	0.0025
Si	4.0909	1.3067	15.1067	0.0013	0.0008	0.0019
Si	1.3964	9.4942	14.9887	-0.0003	-0.0009	0.0001
Si	4.2227	6.8895	14.6419	-0.0007	-0.0019	0.003
Si	6.7849	4.0731	14.9416	-0.0007	-0.001	0.0032
Si	9.5765	1.4186	14.7873	-0.0004	0.0001	0.0012
Si	6.8655	9.4473	14.9349	0.0002	0.0001	0.0039
Si	9.5154	6.6889	14.9788	0.0011	-0.0001	0.0008
Si	0.2181	0.2984	16.1194	0.0018	-0.001	-0.0054
Si	2.5205	2.3943	16.5468	-0.001	-0.0005	-0.0086
Si	-0.3398	5.0514	16.3281	-0.0004	-0.0012	-0.0076
Si	3.1007	8.3049	16.09	-0.0009	0.0016	-0.008
Si	5.2723	-0.376	16.2747	-0.0001	-0.0002	-0.0085
Si	8.3315	2.8338	16.1864	0.0018	0.0009	-0.0095
Si	5.6357	5.7571	16.1009	0.002	-0.0018	-0.0081
Si	7.9465	7.8295	16.2852	-0.0009	-0.0012	-0.0087
Si	-8.4613	24.0397	21.8529	-0.0017	-0.0001	0.0053
Si	5.9294	30.5376	22.5298	0.002	-0.0001	0.0129
Si	7.2307	26.3268	25.6643	0.0011	-0.0007	0.011
Si	12.2715	9.8484	30.9509	0.0004	0.0005	-0.0133
Si	11.414	30.6154	22.6478	0.0018	-0.0019	0.0164
Si	27.5214	11.3041	29.0433	-0.0035	0.0003	-0.003
Si	30.5709	11.4676	20.3303	0.0011	-0.0002	0.01
Si	24.8185	23.2076	30.2217	0.001	-0.0024	-0.0097
Si	-5.6369	38.8524	23.9641	-0.0011	0.0011	0.0126
Si	17.5545	30.9055	27.32	0	-0.0024	0.0079
Si	19.52	-0.8269	22.9504	-0.0017	-0.0013	0.0092
Si	0.4483	6.2522	24.1775	-0.0019	0.0017	0.0106
Si	14.7652	4.8385	21.6941	0.0015	0.0011	0.0098
Si	-3.3522	17.025	28.1909	-0.0007	-0.0009	0.0014
Si	11.687	27.127	19.2044	-0.0013	0.0002	-0.0048
Si	26.7276	10.3902	25.003	0.0039	0.0028	0.0131
Si	14.4339	6.1575	18.1445	0.0003	-0.0003	-0.0026
Si	2.2451	21.8964	24.0041	-0.0028	0.0003	0.0137
Si	32.8429	-2.7943	26.2418	0.0015	0.0004	0.0129
Si	14.7947	18.5152	20.5108	-0.0002	0.0021	0.0047
Si	25.7623	13.7328	19.3904	0	-0.0026	-0.0078
Si	-1.8	21.3585	25.8991	0.0014	-0.0036	0.0093
Si	-12.0075	9.4339	18.2572	-0.0015	-0.0001	-0.0044
Si	17.4882	1.3651	18.4501	-0.0015	0.0001	-0.0078
Si	-1.564	39.4107	30.7738	0.0003	-0.0008	-0.0143
Si	-16.4871	2.1177	26.3996	0.0007	-0.002	0.0125
Si	6.373	12.9642	31.0937	-0.001	0.0013	-0.0103
Si	13.2768	2.842	27.4703	0.002	-0.001	0.0047
Si	21.3874	-18.8952	20.9312	0.0007	0.0006	0.0041
Si	31.3645	14.7269	23.6316	-0.0007	0.0005	0.0143
Si	2.8601	16.5388	28.4246	0.0013	0.0025	0.0012
Si	2.7724	-4.1323	25.6618	0.0027	0.0007	0.0106
Si	11.6182	40.4788	29.1475	-0.0034	0.0015	-0.0043
Si	11.8907	8.1988	19.8863	0.0005	0.0003	0.0022
Si	-5.4984	4.7865	30.0495	-0.0002	-0.0045	-0.0107
Si	0.1013	1.7509	25.5733	0.0018	0.003	0.0136
O	10.4578	13.7314	-8.3903	0.0003	0.0033	-0.0019
O	14.3514	-15.4622	-5.8623	0.0003	-0.0004	-0.005
O	22.6996	-3.5483	-9.8433	-0.0029	0.0049	-0.0026
O	7.6527	2.124	-15.4388	-0.0042	-0.0041	0.0092
O	15.237	22.3307	-3.0817	-0.0019	0.001	0.0009
O	-8.9843	17.6107	-3.7859	0.0056	-0.0037	0.0018
O	9.8936	5.5421	-1.2173	0.0052	-0.0052	0.0137
O	5.6879	1.3161	-5.1995	0.0008	0.0059	-0.0053
O	15.8152	15.8502	-9.9896	-0.0018	-0.0004	-0.0072
O	5.5224	3.183	-2.666	0.003	-0.0054	0.0048
O	-1.134	12.7192	-12.9723	-0.0014	-0.0014	-0.0021
O	12.1044	4.1275	-0.5515	-0.0014	0.0013	0.0069
O	-11.1266	7.5612	-2.5342	-0.0029	-0.0012	0.005
O	14.657	24.4812	-6.3316	0.0017	-0.0005	-0.0033
O	12.1479	9.3197	-3.5032	0.0014	0.001	0.0057
O	-4.5119	3.2728	26.155	-0.0014	-0.0019	-0.0029
O	10.3995	6.9629	25.3002	0.0023	-0.0006	-0.0048
O	2.8828	23.049	23.0472	0.0001	0.0007	-0.0045
O	11.2535	30.8247	21.0727	0.0009	-0.0011	-0.0032
O	4.3817	25.9611	20.2774	0.0011	0.0019	0.0002
O	-1.4458	3.9062	16.7125	-0.0001	0.0015	0.0033
O	25.7394	6.9632	24.5943	0.0047	-0.0016	-0.0088
O	-18.6834	24.3785	31.3553	-0.002	0.0047	0.0145
O	17.8056	1.0104	29.9985	0.0009	0.0006	0.002
O	10.0633	-0.2502	17.2392	-0.0041	-0.0035	0.0062
O	35.1566	34.6513	28.8246	0.0003	0.0044	0.0028
O	8.0262	5.234	26.9199	-0.0012	0.0007	-0.0035
O	12.6896	18.944	25.9582	0.0005	-0.0001	-0.0029
O	17.6673	9.6668	32.5038	0.0003	0.0001	0.0061
O	16.9136	9.7621	28.668	0.0013	0.0001	-0.0027
O	15.021	9.4161	16.7237	0.0001	-0.0008	0.0042
O	16.9816	18.1941	23.1841	-0.0003	0.0061	-0.0054
O	15.8662	-2.2829	21.221	-0.0007	0.0012	-0.0036
O	0.5971	6.6539	20.1223	0.0005	0.0006	0
O	3.9649	17.808	32.5354	-0.0006	-0.0012	0.0039
O	2.0614	15.2477	27.9018	-0.0037	0.0018	-0.0075
O	-16.1768	20.2573	26.1027	-0.0016	0.0026	-0.0057
O	13.584	7.2481	17.2811	0.0004	-0.0044	0.0062
O	5.2908	20.7435	23.5236	0.0013	-0.0021	-0.0066
O	16.6519	16.3365	31.474	-0.0029	0.0019	0.0155
O	-0.5101	-1.3937	25.913	-0.0013	0.0037	-0.0027
O	-2.5845	10.5503	24.4656	-0.0006	-0.0002	-0.0062
O	20.089	20.9733	19.6087	0.0001	0.0015	0.0009
O	6.7701	6.7684	16.7536	0.0008	-0.0001	0.0047
O	8.2114	25.9221	24.4307	0.0026	-0.0004	-0.0037
O	19.555	19.3148	17.6325	0.0037	0.0025	0.0093
O	14.2198	21.3733	25.0863	-0.001	0.0023	-0.0034
O	9.943	30.9396	23.195	0	-0.0006	-0.0042
O	5.4381	22.8155	25.1961	-0.0011	-0.0032	-0.0033
O	13.2842	5.2677	18.875	-0.001	-0.0012	0.0019
O	18.423	2.8668	31.8844	0.0051	0.0009	0.0111
O	21.8331	5.6085	17.8021	0.0025	0.0003	0.0106
O	8.9016	54.8455	21.9404	0.0008	0.0016	0.0013
O	1.0852	13.2642	26.6654	-0.0026	-0.0058	-0.0055
O	10.8903	20.9912	31.7543	-0.0038	0.0047	0.0131
O	4.5164	17.8326	19.1793	0.0008	-0.0002	0.0007
O	-4.8862	10.9751	17.6616	0.0023	0.0023	0.0083
O	0.9384	11.5564	24.7428	0.005	-0.0014	-0.0073
O	25.6873	5.1743	29.5428	0.0018	-0.0032	0.001
O	1.7565	16.5587	24.9693	-0.0049	0.0019	-0.0068
O	2.2977	8.7741	31.7282	0.0037	-0.006	0.0127
O	4.5644	16.1387	17.2602	-0.0036	0.0011	0.0073
O	7.2998	11.805	19.8298	0.0003	0.0004	0.0015
O	12.2038	1.3008	16.8225	0.0014	-0.0006	0.0045
O	-7.6591	23.6764	20.482	0.0009	-0.0002	-0.0014
O	24.8311	24.6219	18.0356	0.0036	0.0009	0.01
O	9.6971	22.816	26.2574	0.0013	0.0009	-0.0056
O	29.2135	9.2422	22.2308	-0.0019	-0.0007	-0.0015
O	8.6369	17.1656	29.3809	0.0013	0.0018	0.0043
O	16.2904	24.1108	18.8602	-0.001	0.0005	0.0029
O	23.5189	31.5454	23.1198	-0.0011	-0.0008	-0.0038
O	-0.417	5.1635	23.4272	-0.0025	0.0001	-0.0046
O	0.8369	-8.7823	21.6518	0.003	0.0009	-0.0016
O	3.4374	-4.4988	21.4653	-0.0009	0.0008	-0.0012
O	0.3113	8.7106	18.5201	0.0001	0.0011	0.0015
O	13.596	-17.9427	22.2062	0.0015	0.0002	-0.0031
O	31.2121	3.3261	22.0931	-0.0011	-0.0002	-0.0058
O	17.042	38.2987	25.1608	-0.0049	0.0013	-0.0071
O	8.021	20.8447	26.9877	0.0022	0.0006	-0.0038
O	11.1186	4.0761	20.0161	0.0015	-0.0001	0.0002
O	9.4793	1.3029	32.582	0.0001	0.0015	0.0077
O	27.2505	12.0609	32.1272	0.0009	-0.0043	0.0089
O	-2.5385	7.7242	31.6138	-0.0046	0.0048	0.0139
O	7.0313	-14.1953	27.6214	0	0.0037	-0.0022
O	17.2216	5.3111	28.8681	-0.0024	0.0001	0.0041
O	-0.1051	18.6229	27.7805	0.0043	0.0033	-0.0032
O	2.0331	0.4103	30.915	0.0015	-0.0015	0.006
O	2.5983	-2.4536	20.0054	-0.0013	0.0006	-0.0003

Results
free energy: -139742.086 eV
free energy less fixed offsets of O -570.45, Si -639.56 eV per atom: -4.086 eV

The program warned: the cutoff lies below the one the program advises for these potential files; the forces do not sum to zero within the program's tolerance; empty levels may hold ghost states of the PAW files; the exchange-correlation potential is rough where the density is thin.
